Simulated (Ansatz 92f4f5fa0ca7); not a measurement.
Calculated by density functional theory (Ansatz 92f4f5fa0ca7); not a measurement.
Periodic cell of 300 atoms, Si196O104, from a study of silicon, its oxide and their interface. The atomic structure is a simulated model.
Doubt: the cutoff is far below the 930 eV that the study's wrapper takes by default for these files, so forces and energies are approximate.
This geometry differs little from another in the collection (a relaxation step or a small displacement).

Settings
functional: PBE
potential files: Ansatz PAW
basis: plane waves
wave-function cutoff: 580 eV
density cutoff ratio: 5
exchange-correlation grid ratio: 1
k mesh: 1 x 1 x 1, Gamma-centred
self-consistency stop: 5e-08 eV per atom in the density residual
occupations: fixed
spin: none
net charge: 0

Cell vectors (angstrom)
a, 11.6015, 0, 0
b, 0, 10.938, 0
c, 0, 0, 40.8739

Atoms and the computed forces on them: element, x, y, z (angstrom), force x, y, z (eV/angstrom)
Si, 0, 0, 0.9665, -0.0017, 0.0214, 0.0221
Si, 3.8672, 0, 0.9665, -0.0097, 0.0534, 0.0038
Si, 7.7343, 0, 0.9665, -0.0067, 0.0316, -0.0361
Si, 1.9336, 1.3673, 0.9665, 0.0007, -0.0139, 0.0435
Si, 5.8008, 1.3673, 0.9665, 0.0009, -0.0529, -0.0185
Si, 9.6679, 1.3673, 0.9665, 0.0039, -0.0089, -0.0073
Si, 0, 5.469, 0.9665, -0.0107, 0.0305, -0.0036
Si, 3.8672, 5.469, 0.9665, 0.0023, 0.0756, -0.0184
Si, 7.7343, 5.469, 0.9665, 0.0223, 0.0541, -0.0327
Si, 1.9336, 6.8362, 0.9665, -0.0135, -0.0821, 0.0256
Si, 5.8008, 6.8362, 0.9665, 0.0014, -0.0664, -0.0032
Si, 9.6679, 6.8362, 0.9665, 0.006, 0.0084, 0.013
Si, 1.9336, 2.7345, 39.9068, 0.0094, -0.0549, 0.0608
Si, 5.8008, 2.7345, 39.9068, 0.0259, 0.0737, -0.012
Si, 9.6679, 2.7345, 39.9068, 0.062, 0.0071, 0.0266
Si, 0, 4.1018, 39.9068, 0.0006, -0.0113, 0.0237
Si, 3.8672, 4.1018, 39.9068, 0.0494, -0.1085, -0.0283
Si, 7.7343, 4.1018, 39.9068, -0.0063, -0.1338, -0.0806
Si, 1.9336, 8.2035, 39.9068, 0.0054, 0.0825, -0.0369
Si, 5.8008, 8.2035, 39.9068, 0.0092, 0.1081, -0.0668
Si, 9.6679, 8.2035, 39.9068, -0.0026, -0.0138, -0.0001
Si, 0, 9.5708, 39.9068, -0.0039, 0.0882, 0.1235
Si, 3.8672, 9.5708, 39.9068, 0.0213, -0.0203, 0.046
Si, 7.7343, 9.5708, 39.9068, 0.0323, -0.0946, -0.0282
Si, 0, 0, 4.8337, 0.1107, -0.1478, 0.3149
Si, 3.8672, 0, 4.8337, -0.0969, -0.1349, 0.2098
Si, 7.7343, 0, 4.8337, -0.0377, -0.0413, -0.286
Si, 1.9336, 1.3673, 4.8337, -0.0606, -0.0406, 0.1384
Si, 5.8008, 1.3673, 4.8337, -0.1096, -0.1547, -0.1849
Si, 9.6679, 1.3673, 4.8337, -0.0164, -0.0543, -0.2002
Si, 0, 5.469, 4.8337, -0.0196, -0.0067, 0.0791
Si, 3.8672, 5.469, 4.8337, -0.1545, -0.0475, 0.1046
Si, 7.7343, 5.469, 4.8337, -0.063, 0.1019, -0.1107
Si, 1.9336, 6.8362, 4.8337, 0.0073, -0.0191, 0.4074
Si, 5.8008, 6.8362, 4.8337, -0.1436, -0.1972, -0.0387
Si, 9.6679, 6.8362, 4.8337, 0.0812, -0.1748, -0.1668
Si, 1.9336, 2.7345, 2.9001, -0.0107, 0.053, 0.0068
Si, 5.8008, 2.7345, 2.9001, -0.0154, 0.0009, -0.0537
Si, 9.6679, 2.7345, 2.9001, 0.0011, -0.0384, -0.0708
Si, 0, 4.1018, 2.9001, 0.0125, -0.0657, 0.0424
Si, 3.8672, 4.1018, 2.9001, -0.0348, -0.0887, 0.0371
Si, 7.7343, 4.1018, 2.9001, -0.0198, -0.0349, 0.0075
Si, 1.9336, 8.2035, 2.9001, -0.0149, 0.1449, 0.0645
Si, 5.8008, 8.2035, 2.9001, -0.0271, 0.0606, 0.007
Si, 9.6679, 8.2035, 2.9001, -0.0135, 0.0011, -0.0062
Si, 0, 9.5708, 2.9001, -0.0305, -0.0576, 0.031
Si, 3.8672, 9.5708, 2.9001, -0.022, -0.0654, 0.0181
Si, 7.7343, 9.5708, 2.9001, -0.0008, 0.0585, -0.077
Si, -1.0962, 3.25, 28.7137, 0.0073, -0.0055, 0.0095
Si, 1.8512, -2.7288, 32.1838, 0.0053, -0.0006, 0.0014
Si, 11.0286, -4.6976, 28.5017, -0.001, 0.0126, 0.0077
Si, 5.2842, 4.5661, 31.9452, 0.0116, -0.0063, 0.0036
Si, 7.8821, -1.6584, 22.7808, -0.0082, 0.0007, -0.0053
Si, 12.9866, 1.5792, 29.4671, 0.0196, 0.0051, -0.012
Si, -3.6109, 10.3253, 31.7697, -0.0115, -0.0157, 0.0063
Si, 4.9853, 10.9568, 26.9663, -0.0015, -0.0065, -0.0021
Si, 8.755, 7.0646, 30.6815, -0.0058, -0.001, 0.0016
Si, 2.046, 10.8725, 26.9281, 0.0022, 0.0011, 0.0054
Si, 7.7288, 5.1098, 31.713, 0, 0.0041, 0.0045
Si, 5.1852, 8.069, 31.7479, 0.0113, 0.0063, 0.0073
Si, 4.0056, 6.1547, 30.7866, -0.0087, -0.004, -0.0097
Si, 0.4368, -2.5643, 26.3006, 0.0116, 0.0062, -0.0008
Si, 5.4476, 2.1979, 31.7781, -0.0055, -0.0051, 0.0007
Si, -4.6886, 7.1936, 26.2617, -0.0046, 0.0066, -0.0053
Si, 9.6945, 8.5645, 32.2524, -0.0007, 0.0184, -0.0244
Si, 9.3347, 0.7421, 26.8738, -0.0023, -0.0079, 0.0044
Si, -1.0757, 13.4908, 32.1591, -0.0055, 0.011, -0.0174
Si, 0.077, 9.6835, 32.3872, 0.0056, -0.0039, -0.0012
Si, 7.0762, 8.6786, 30.377, -0.0006, -0.001, -0.0067
Si, 3.5904, 9.846, 32.0365, 0.0002, -0.0034, -0.0037
Si, 3.4064, 12.1517, 30.9426, -0.0014, -0.0069, -0.0113
Si, 12.2456, 4.2884, 32.2709, -0.0024, -0.0036, 0
Si, -0.0619, -0.0481, 34.3896, 0.004, 0.0002, 0.0047
Si, 3.8192, -0.0831, 34.1758, 0.0057, 0.0006, -0.0023
Si, 7.696, 0.1396, 33.9877, 0.0022, 0.0059, -0.0063
Si, 1.8961, 1.2235, 34.4326, 0.0005, -0.0032, 0.0103
Si, 5.6889, 1.3756, 34.0242, 0.0036, 0.0046, 0.0019
Si, 9.7293, 1.4511, 34.1469, 0.0008, 0.0001, -0.004
Si, 0.2036, 5.5761, 34.1787, -0.0003, 0.0061, 0.0016
Si, 4.1928, 5.4734, 33.9984, -0.0062, -0.0078, -0.0013
Si, 7.9176, 5.6892, 34.0015, -0.0089, -0.0032, -0.0047
Si, 2.1838, 6.8471, 34.1039, 0.0012, -0.0018, 0.0047
Si, 5.9371, 7.0753, 33.9501, 0.0034, 0.009, -0.0122
Si, 9.8475, 7.0244, 34.1103, 0.0026, -0.0117, 0.0092
Si, 1.9862, 2.8199, 36.1114, 0.0023, 0, -0.0038
Si, 5.8288, 2.7504, 35.984, -0.0007, 0.0019, -0.0045
Si, 9.6754, 2.815, 36.0552, -0.0005, 0.0035, -0.005
Si, 0.0347, 4.1442, 36.0532, 0.0014, 0.0003, -0.0042
Si, 3.9496, 4.1531, 35.9953, -0.0043, 0.0016, -0.0011
Si, 7.7454, 4.1895, 35.9366, -0.001, 0.0038, -0.0014
Si, 2.0615, 8.1768, 36.06, -0.0015, -0.0022, -0.0056
Si, 5.9113, 8.2511, 36.0126, -0.0015, -0.0038, -0.0001
Si, 9.7027, 8.2263, 36.1013, -0.0045, -0.0033, -0.0003
Si, 0.0625, 9.4572, 36.1796, 0.0002, -0.0035, 0.0031
Si, 3.9583, 9.5419, 36.0928, 0.0061, 0.0021, -0.0008
Si, 7.8097, 9.6574, 35.9667, -0.0053, 0.0041, -0.0055
Si, 0, 0, 37.9732, 0.171, 0.082, 0.3212
Si, 3.8672, 0, 37.9732, 0.0836, 0.1702, 0.0788
Si, 7.7343, 0, 37.9732, 0.076, 0.163, -0.2243
Si, 1.9336, 1.3673, 37.9732, 0.0846, 0.1624, 0.247
Si, 5.8008, 1.3673, 37.9732, 0.0865, 0.1337, -0.2879
Si, 9.6679, 1.3673, 37.9732, -0.098, 0.1932, -0.1209
Si, 0, 5.469, 37.9732, 0.0058, 0.1936, 0.1938
Si, 3.8672, 5.469, 37.9732, 0.0516, 0.1507, -0.158
Si, 7.7343, 5.469, 37.9732, -0.0851, 0.0339, -0.241
Si, 1.9336, 6.8362, 37.9732, 0.1097, -0.2352, 0.1602
Si, 5.8008, 6.8362, 37.9732, 0.2052, 0.0413, -0.2475
Si, 9.6679, 6.8362, 37.9732, -0.1554, -0.1498, 0.2499
Si, 1.8553, 2.682, 6.8194, 0.0003, 0.0011, 0.0029
Si, 5.7133, 2.7529, 6.712, -0.001, -0.0003, -0.0001
Si, 9.618, 2.7625, 6.7119, 0.0005, 0.0017, -0.0014
Si, -0.0324, 4.1003, 6.786, 0.001, 0.0021, 0.0021
Si, 3.7783, 4.0917, 6.7919, -0.0005, -0.0006, 0.0016
Si, 7.6548, 4.0751, 6.7258, -0.0021, 0.002, -0.0002
Si, 1.918, 8.1258, 6.8914, -0.0035, 0.0026, 0.0025
Si, 5.7352, 8.1619, 6.7721, -0.003, -0.0017, 0.0016
Si, 9.6652, 8.1775, 6.7473, 0.0011, -0.0039, 0.0019
Si, -0.0071, 9.5332, 6.8137, -0.0011, -0.0004, 0.0044
Si, 3.8217, 9.556, 6.8099, -0.0024, 0.0005, -0.0007
Si, 7.6923, 9.4617, 6.6545, -0.001, -0.0011, 0.0061
Si, -0.1928, -0.0973, 8.8052, 0.0034, 0.0001, -0.0085
Si, 3.7859, 0.027, 8.7389, 0.0055, -0.0015, -0.0058
Si, 7.5966, -0.0959, 8.4918, 0.0026, -0.0036, 0.0077
Si, 1.7929, 1.2682, 8.772, -0.0027, 0.0023, -0.0012
Si, 5.7583, 1.3551, 8.5834, -0.0029, 0.0032, -0.0017
Si, 9.51, 1.2619, 8.5031, 0.0051, -0.0054, -0.0087
Si, -0.0678, 5.394, 8.7861, -0.0002, -0.0045, 0.0029
Si, 3.867, 5.347, 8.8089, -0.0013, -0.0056, 0.0004
Si, 7.6638, 5.4282, 8.6352, 0.0022, 0.002, 0.004
Si, 1.9117, 6.7345, 8.936, -0.0002, -0.0066, -0.0027
Si, 5.7292, 6.8113, 8.7255, 0.0039, 0.0001, -0.0018
Si, 9.5879, 6.7437, 8.6121, -0.0002, -0.0031, -0.0052
Si, 6.0914, 2.5634, 10.5743, 0.0093, -0.0087, 0.0096
Si, 3.2663, -0.9298, 19.1208, 0.0053, 0.0049, -0.0035
Si, 13.3598, -2.6195, 10.7856, 0.0005, 0.0018, 0.0122
Si, 3.7708, -0.2352, 12.9734, -0.0094, -0.0096, -0.0097
Si, 3.7229, -1.2226, 10.7488, -0.003, 0.0035, 0.0077
Si, 11.4887, 3.8029, 10.5778, 0.0035, 0.0001, -0.0067
Si, 4.0008, 3.7989, 10.664, 0.0012, -0.0091, -0.0111
Si, 5.5526, 8.2491, 10.6312, -0.0028, -0.0121, -0.0008
Si, 13.5472, 13.5626, 10.6967, 0.0066, -0.0005, -0.0011
Si, -2.085, 13.4287, 10.4568, -0.0038, -0.0054, 0.0137
Si, -0.3842, 9.3038, 10.6878, -0.0048, 0.0075, 0.0153
Si, 8.308, 13.9354, 14.8748, 0.005, -0.0015, 0.0204
Si, -0.5633, 3.6114, 13.4516, 0.009, -0.002, -0.0072
Si, 9.2341, -3.0494, 10.6107, -0.0082, 0.0033, 0.0015
Si, 7.9552, -4.7144, 12.0774, 0.0022, 0.0021, -0.0008
Si, 5.6456, -4.0982, 12.5436, 0.0033, 0.0042, 0.0002
Si, 5.1565, -2.6768, 14.4232, -0.0039, -0.01, -0.0055
Si, 14.5142, -3.2715, 24.4969, 0.0044, 0.0003, -0.0009
Si, -3.7627, 4.2066, 10.649, -0.0075, 0.0016, -0.0047
Si, 7.5563, 9.5131, 10.4233, 0.0207, 0.0087, -0.0034
Si, 7.918, 0.3336, 11.9292, -0.0095, -0.0096, -0.0321
Si, -3.473, 9.4036, 14.6145, -0.0094, 0.0069, -0.001
Si, 0.4839, 10.0799, 16.1297, 0.0073, 0.0042, 0.0101
Si, 13.2398, 1.8077, 12.9023, -0.0077, 0.005, -0.0083
O, 41.7573, -29.5254, 26.6263, 0.0026, 0.002, 0.0028
O, 11.7405, 9.1152, 17.4092, 0.0032, 0.0013, -0.0025
O, 8.4574, -0.7978, 16.0411, 0.0073, 0.0081, 0.0023
O, -1.2961, 3.1162, 22.3648, 0.0006, 0.0022, 0.0078
O, -31.9944, -5.6501, 13.4412, 0.0096, 0.0003, -0.0034
O, 10.832, -14.3664, 13.6099, 0.0025, -0.0106, -0.0003
O, -5.0229, -1.9844, 14.79, 0.0122, 0.0069, 0.0012
O, -9.2691, 11.3221, 18.8459, -0.0017, -0.0037, 0.0027
O, 0.7628, 20.1698, 14.7746, 0.001, -0.0022, -0.0028
O, 4.4517, -4.5998, 29.1912, -0.0014, 0.0029, 0.0023
O, -9.4004, -10.6512, 13.1625, 0.0034, 0.002, 0.0032
O, 7.7688, 15.1143, 15.8671, 0.0041, 0.0001, -0.0064
O, 25.0652, 18.781, 25.7162, -0.002, 0.0004, -0.0019
O, 0.2855, 42.0352, 21.7189, 0.0051, -0.0029, -0.0036
O, -17.0855, -4.7995, 27.1965, -0.002, -0.0054, 0.0002
O, 5.3972, 18.4105, 18.4989, -0.0041, 0.0064, -0.003
O, -6.616, -9.3197, 27.3191, -0.0032, 0.0023, -0.0017
O, 6.3458, 9.6192, 23.2464, 0.0041, 0.0016, -0.0048
O, 3.8448, 8.9515, 24.1295, -0.0034, -0.0012, -0.0031
O, -21.8686, -15.0604, 20.8052, -0.0023, 0.0105, -0.0043
O, -20.7863, -8.1945, 14.0271, -0.0085, -0.0108, -0.0006
O, -19.7895, -30.7653, 17.0554, 0.0039, -0.0002, -0.0059
O, 11.0856, 4.5164, 24.3374, 0.0055, 0.0005, 0.0023
O, 10.8498, 32.9914, 16.0064, -0.0195, 0.005, -0.0016
Si, 1.0209, -2.5274, 20.4851, 0.0057, -0.0019, -0.0015
Si, -4.4359, 14.9987, 17.3825, -0.0077, -0.0046, 0.0013
Si, 13.3914, 2.1828, 32.3425, -0.0063, -0.0019, 0.0004
Si, 13.161, 6.1582, 30.8911, -0.0084, 0.0068, -0.0209
Si, 10.8487, 16.9312, 17.0492, 0.0121, -0.0074, 0.0055
Si, -2.1425, 7.2948, 14.4726, -0.0194, -0.0064, 0.0036
Si, -1.1408, -0.7505, 24.4088, 0.0092, -0.0096, -0.0063
Si, -8.1389, 15.9119, 25.512, 0.0016, 0.0006, -0.008
Si, -4.0452, -1.4821, 28.157, -0.0126, 0.0002, 0.0134
Si, 0.1252, 22.6287, 31.2139, 0.0025, -0.0052, -0.0033
Si, 13.6716, 5.463, 17.2101, 0.0002, -0.0027, 0.0024
Si, 11.8919, 3.5588, 18.4089, -0.0019, -0.0026, 0.0051
Si, 1.029, -6.8153, 23.9957, 0.0017, 0.0024, -0.0025
Si, 4.9779, 16.2863, 28.031, 0.0028, 0, -0.0041
Si, 4.9352, 2.865, 23.6486, -0.0035, 0.0012, -0.0065
Si, -3.2985, 12.7344, 19.0763, -0.0021, 0.0036, 0.0016
Si, 10.5694, 2.259, 21.0227, -0.001, 0.0027, -0.0107
Si, -6.3521, -5.6927, 21.7915, -0.0001, -0.0044, -0.0032
Si, 4.2636, 15.8209, 12.72, -0.0059, 0.0044, -0.0035
Si, -6.2022, 2.2753, 14.2914, -0.0005, 0.0153, 0.0178
Si, 2.0801, 1.2191, 17.4632, 0.0025, 0.0036, 0.0011
Si, -0.5509, 19.3528, 18.7347, -0.0178, -0.0009, -0.002
Si, -5.4564, 2.6248, 27.9016, -0.0031, -0.0036, 0.0062
Si, 6.4937, -4.4652, 19.1633, 0.0006, -0.0058, 0.0005
Si, 9.73, 3.992, 23.5936, -0.0005, 0.0056, -0.0107
Si, -3.8962, 17.2178, 23.4954, 0.0012, -0.0066, -0.0008
Si, -9.2952, 1.244, 23.9592, 0.0087, 0.0115, -0.0013
Si, 2.06, 15.2156, 14.4971, 0.002, 0.005, 0.0074
Si, -6.6092, 2.0011, 16.6311, 0.0013, -0.0121, 0.0222
Si, 2.1856, 17.1099, 22.0399, 0.0055, -0.0085, 0.0036
Si, 19.1227, 13.4178, 25.3127, -0.0032, 0.0021, -0.0116
Si, 5.366, 31.2684, 24.5277, -0.0039, -0.0046, -0.0017
Si, 8.1226, 8.9825, 19.7258, -0.0052, -0.0008, 0.0015
Si, -7.3982, 29.561, 17.416, -0.002, -0.0029, 0.0026
Si, 6.0422, 0.0417, 18.7566, -0.0043, 0.009, 0.0005
Si, 9.3449, 0.4806, 16.5046, -0.0008, 0.0132, -0.0018
Si, 0.3553, -2.2856, 13.3115, 0.0158, 0.0117, -0.0188
Si, 0.2407, -0.2682, 22.4916, -0.0064, 0.0133, 0.009
Si, -2.609, 14.2572, 30.6657, 0.0029, 0.0007, 0.0082
Si, 7.4194, 23.4909, 30.5873, -0.0005, 0.009, -0.0073
O, 21.0831, -7.3859, 13.8944, -0.0115, -0.0023, 0.001
O, 5.9283, 8.212, 25.4811, 0.0029, -0.0044, -0.0014
O, -19.6978, 20.0628, 17.7515, -0.0021, -0.0015, -0.0008
O, -5.4737, 21.0877, 27.774, -0.0059, 0.0039, -0.006
O, -3.6201, 22.9479, 25.9981, -0.0005, 0.0005, -0.0008
O, -10.8142, 6.2608, 29.4207, 0.0067, -0.0067, 0.0067
O, -3.4327, 25.1261, 18.3729, -0.0006, 0.002, -0.0016
O, -9.8198, 0.1358, 22.8928, -0.0071, -0.0081, -0.003
O, 18.1941, 12.2486, 11.6026, -0.0131, 0.0214, -0.0112
O, 7.0475, 2.3291, 14.0822, 0.0033, -0.0048, -0.0126
O, 5.6308, 11.5266, 17.2496, -0.0066, 0.0116, -0.009
O, -6.99, 29.4819, 15.8358, -0.0002, 0.0049, -0.011
O, 11.3282, -10.0579, 21.4291, -0.0008, -0.0078, -0.0019
O, 0.7855, 2.2011, 17.6358, -0.0003, -0.0036, -0.0038
O, 7.0155, -9.2248, 28.9425, 0.0078, -0.0026, -0.0013
O, -3.0122, -26.616, 13.6141, -0.0027, -0.0042, -0.0029
O, 7.0963, -12.1397, 18.7004, 0.0016, -0.0019, -0.005
O, 1.7862, 21.9719, 16.3217, -0.0036, -0.0041, -0.0053
O, 16.7054, -7.2768, 22.2189, -0.0002, 0.0007, -0.0015
O, -0.4305, 15.4414, 12.0782, -0.0012, 0.0075, 0.0057
O, -2.5034, 12.8384, 20.4672, -0.0014, -0.0022, -0.0008
O, -21.9235, -8.4218, 23.91, -0.002, 0.0001, -0.0007
O, 22.2611, 4.7213, 27.9637, -0.0001, -0.0089, -0.01
O, 11.3788, -7.7993, 19.8984, 0.0004, 0.0011, -0.0006
O, 38.687, 17.3537, 24.8871, 0.0015, -0.0011, -0.0009
O, -17.9436, -11.0947, 25.3677, 0.0027, 0.0083, 0.0013
O, 2.4988, -23.7084, 20.2295, -0.0041, -0.0026, -0.0001
O, 4.0787, 20.3668, 13.9648, -0.0006, -0.0001, 0.0028
O, 12.0188, 4.3853, 14.5196, -0.0106, 0.006, 0.0008
O, 8.9443, 12.7853, 15.7815, -0.0035, -0.0099, -0.0044
O, 9.6586, -45.5434, 19.2022, 0.0091, -0.0004, -0.0019
O, -14.2537, -0.8958, 23.7585, 0.001, 0.0046, 0.0004
O, 22.0041, 0.2801, 25.7085, 0.0003, 0.0025, -0.0017
O, 9.1393, 11.7141, 18.0965, 0.0013, -0.0053, -0.0097
O, -5.2095, 13.2463, 24.1453, 0.0016, 0.0003, 0.0013
O, -2.7543, 14.0938, 24.6705, -0.0016, -0.0045, 0.0098
O, 11.3008, 9.8055, 12.3127, -0.0023, -0.0012, -0.0087
O, -18.2258, 14.7074, 13.7327, 0.005, -0.0072, 0.0012
O, 3.824, 12.6118, 23.5204, -0.0019, -0.0021, -0.0017
O, -3.4052, -14.1804, 22.9005, 0.0066, 0.0034, -0.0038
O, 8.1632, 10.5529, 13.4103, 0.0018, -0.0091, 0.0298
O, 9.2243, 23.1964, 11.6508, 0.0049, 0.0129, -0.0069
O, 21.3239, -26.0978, 29.3696, -0.0025, 0.0018, 0.0027
O, 18.4184, 12.206, 19.4938, 0, -0.0021, -0.0012
O, -19.5016, 26.8213, 27.1074, -0.0006, 0.0002, -0.0002
O, 11.0152, -13.104, 25.0773, -0.0049, 0.0051, -0.0055
O, 4.7295, 10.5371, 19.6257, -0.0018, -0.0007, 0.0015
O, -9.4071, -10.3776, 25.4339, -0.0013, -0.0017, -0.0067
O, -6.8742, 1.0258, 13.4475, 0.001, -0.0026, -0.0095
O, 18.6629, 27.4486, 17.9384, 0.0035, 0.0005, -0.0035
O, 10.7693, -6.5426, 17.5104, -0.005, 0.0077, -0.0068
O, 21.4263, 17.4586, 15.8895, -0.0014, 0.0045, -0.0101
O, 12.3981, 17.2279, 16.5992, -0.0058, 0.0022, -0.0015
O, -9.7161, 15.6391, 25.2538, -0.0025, -0.0002, -0.0008
O, -17.4923, 3.3077, 17.3398, -0.0004, -0.001, -0.0035
O, 11.6332, 23.9548, 13.2186, 0.0023, -0.0035, 0.0079
O, -17.6582, 14.8792, 28.6738, 0.0008, 0.0037, 0.0017
O, -8.4181, 17.412, 17.7538, -0.0021, 0.0025, 0.0037
O, 0.903, -1.2183, 27.1206, -0.0076, -0.0045, -0.0036
O, 13.1239, 26.6506, 22.5714, 0.0008, 0.0007, -0.0028
O, -24.8232, 23.9041, 27.6961, 0.0053, 0.0126, 0.001
O, -8.0722, 10.3193, 27.3636, 0.0007, -0.0014, -0.0014
O, 2.0397, -14.5601, 23.1858, -0.0038, 0.0038, -0.0015
O, -15.4829, -26.4867, 25.136, 0.0011, 0.0004, 0.0042
O, 1.5998, -9.805, 27.9153, -0.0065, -0.0024, 0.0018
O, 2.6459, 26.4262, 15.986, -0.0025, -0.0014, -0.0089
O, 19.2698, 7.4094, 19.805, 0.0018, 0.0019, -0.0011
O, -7.1919, 3.8733, 24.8068, 0.0006, -0.0002, 0.0016
O, 15.3674, 27.7982, 21.7165, -0.0031, 0.0019, -0.0017
O, -23.4911, -3.671, 27.2547, -0.0055, -0.0058, 0.0007
O, -17.2895, -5.4766, 20.3151, -0.0008, 0.0011, -0.002
O, 13.2021, -6.3911, 18.4894, 0.0024, 0.0032, -0.0031
O, 8.8563, 21.4117, 27.9047, 0.0129, 0.0087, -0.0049
O, -12.6251, -14.9952, 18.3894, 0.001, 0.0038, 0.002
O, -5.3907, 27.8233, 22.9203, -0.0073, 0.0005, -0.001
O, 8.0443, 9.6807, 21.2114, 0.0026, 0.002, -0.0016
O, 8.7958, 5.1806, 23.0039, 0.0016, 0.0009, -0.0022
O, 0.4699, 2.9726, 29.2402, -0.0164, 0.0008, -0.0061
O, 13.1909, 7.9584, 12.453, 0.0014, -0.0028, -0.0041
O, -3.7364, 8.1359, 27.2015, 0.0085, -0.0086, -0.0105

Results
free energy: -183737.055 eV
free energy less fixed offsets of O -568.88, Si -635.61 eV per atom: 6.025 eV

The program warned: the cutoff lies below the one the program advises for these potential files; the exchange-correlation potential is rough where the density is thin.
